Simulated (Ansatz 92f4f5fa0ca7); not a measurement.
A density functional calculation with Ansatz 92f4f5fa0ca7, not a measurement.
Periodic cell of 214 atoms, Si131O81As2, from a study of silicon, its oxide and their interface. The atomic structure is a simulated model.
Doubt: the cutoff is far below the 930 eV that the study's wrapper takes by default for these files, so forces and energies are approximate.
This geometry differs little from another in the collection (a relaxation step or a small displacement).

Settings
functional: PBE
potential files: Ansatz PAW
basis: plane waves
wave-function cutoff: 580 eV
density cutoff ratio: 5
exchange-correlation grid ratio: 1
k mesh: 1 x 1 x 1, Gamma-centred
self-consistency stop: 5e-08 eV per atom in the density residual
occupations: fixed
spin: none
net charge: 0

Cell vectors (angstrom)
a	10.938	0	0
b	0	10.938	0
c	0	0	31.5432

Atoms: element, x, y, z (angstrom)
Si	10.392	0.5943	24.3395
Si	5.9958	10.5152	24.1471
Si	2.091	3.2537	24.1021
Si	8.657	2.2815	24.2823
Si	0.4563	5.0584	24.1469
Si	5.0212	5.9027	24.2211
Si	3.3567	7.6501	24.1576
Si	7.7916	8.8451	24.0132
Si	1.3043	1.4856	25.467
Si	6.8833	1.3172	25.4823
Si	3.9918	4.1091	25.3396
Si	9.631	4.1048	25.4139
Si	1.4544	6.8211	25.3531
Si	6.8664	6.9602	25.2564
Si	4.19	9.5372	25.3377
Si	9.4967	9.6592	25.4433
Si	2.7532	0.011	26.6472
Si	8.1911	-0.0004	26.9331
Si	-0.0182	2.7852	26.9132
Si	5.4265	2.7445	26.6692
Si	2.7209	5.4567	26.83
Si	8.2026	5.5319	26.6344
Si	0.0155	8.2208	26.6495
Si	5.5178	8.214	26.7932
Si	4.0981	1.3664	28.0746
Si	9.5647	1.387	28.2279
Si	1.3661	4.1343	28.2231
Si	6.8233	4.1357	28.03
Si	4.124	6.8366	28.1357
Si	9.5843	6.8524	28.0562
Si	1.3811	9.583	28.0505
Si	6.8202	9.5576	28.2214
Si	0.0229	-0.0145	29.4963
Si	5.4428	0.0195	29.5055
Si	2.7467	2.7213	29.4986
Si	8.1652	2.7766	29.4915
Si	-0.0269	5.5028	29.5077
Si	5.4813	5.4625	29.4833
Si	2.7329	8.2124	29.4704
Si	8.2265	8.1821	29.5
Si	1.3673	1.3673	30.8594
Si	6.8362	1.3673	30.8594
Si	4.1018	4.1018	30.8594
Si	9.5708	4.1018	30.8594
Si	1.3673	6.8362	30.8594
Si	6.8362	6.8362	30.8594
Si	4.1018	9.5708	30.8594
Si	9.5708	9.5708	30.8594
Si	2.7345	0	0.6835
Si	8.2035	0	0.6835
Si	0	2.7345	0.6835
Si	5.469	2.7345	0.6835
Si	2.7345	5.469	0.6835
Si	8.2035	5.469	0.6835
Si	0	8.2035	0.6835
Si	5.469	8.2035	0.6835
Si	4.1208	1.3407	2.0476
Si	9.5469	1.3826	2.0392
Si	1.3375	4.1284	2.0492
Si	6.8587	4.0727	2.0516
Si	4.0863	6.8602	2.0369
Si	9.5959	6.8081	2.049
Si	1.381	9.558	2.0541
Si	6.8362	9.5659	2.0608
Si	-0.0308	-0.009	3.3454
Si	5.4719	-0.0227	3.4763
Si	2.7113	2.7212	3.3275
Si	8.1984	2.7019	3.4878
Si	-0.0129	5.4672	3.5053
Si	5.479	5.4837	3.3255
Si	2.7452	8.205	3.4764
Si	8.2322	8.1782	3.3769
Si	1.315	1.3709	4.667
Si	6.8551	1.296	4.8886
Si	4.0859	4.1179	4.6123
Si	9.5504	4.067	4.8928
Si	1.3692	6.8652	4.8791
Si	6.8593	6.8011	4.7077
Si	4.1236	9.5501	4.8909
Si	9.5856	9.5568	4.7332
Si	2.651	0.0474	6.0919
Si	8.2284	-0.1482	6.2428
Si	-0.0051	2.6475	6.1876
Si	5.4099	2.7754	6.0289
Si	2.769	5.4152	6.1028
Si	8.1411	5.4465	6.2037
Si	0.0133	8.2922	6.2186
Si	5.567	8.1316	6.1816
Si	3.5148	1.9595	7.1392
Si	10.0274	0.8138	7.4249
Si	1.7952	3.6522	7.326
Si	6.2694	4.4988	7.3736
Si	4.658	6.2488	7.2447
Si	9.1938	7.2149	7.3594
Si	0.9155	10.1608	7.4726
Si	7.4194	8.8822	7.4927
O	4.5395	6.4269	8.8878
O	1.4561	3.9929	8.9197
O	9.7922	6.6986	8.8189
O	1.3554	10.1233	9.1001
O	6.2135	4.1768	9.0112
O	3.8544	1.7244	8.7246
O	7.159	8.9442	9.1516
O	9.6171	1.0398	9.0158
O	8.1947	2.5985	22.7279
O	10.9368	5.5196	22.6183
O	5.5548	0.107	22.6454
O	5.276	5.3818	22.6717
O	2.0984	2.7787	22.5094
O	3.279	7.8257	22.5034
O	8.3628	8.7627	22.4459
O	-0.2052	11.2493	22.7561
Si	2.0995	2.991	12.9013
Si	8.7588	1.2613	10.3726
Si	0.9421	4.3037	15.3854
Si	7.5438	5.6685	12.2357
Si	2.3505	8.1746	21.2161
Si	5.3651	7.8419	12.4506
Si	9.2495	0.3392	15.4426
Si	2.8094	-0.0685	16.6795
Si	10.5826	1.0087	12.6547
Si	7.6953	2.8518	21.2106
As	9.5073	8.5402	14.2126
Si	1.4766	4.7708	10.3507
Si	4.4066	9.4845	19.1411
Si	10.996	6.0958	21.0938
As	6.4997	10.2835	14.532
Si	5.326	0.7424	21.1718
Si	2.4982	9.8112	10.2276
Si	0.3926	10.6362	21.3964
Si	5.7731	5.2911	21.1391
Si	3.6336	7.0708	10.0482
Si	9.0683	5.579	14.9426
Si	3.5329	4.1345	19.1317
Si	9.9436	3.6779	19.2662
Si	4.1056	8.6559	15.3444
Si	0.3725	1.8104	17.1667
Si	6.7285	7.5831	19.3073
Si	5.1527	3.6511	16.8143
Si	7.6907	5.0936	17.542
Si	6.7107	9.935	10.3655
Si	4.496	1.1122	10.0523
Si	0.3641	8.9285	12.0559
Si	9.0531	8.6524	20.9598
Si	4.4209	1.7404	14.6765
Si	2.3852	2.0964	21.0595
Si	6.4126	3.3753	10.4154
Si	3.2366	5.8749	16.7079
Si	9.9307	6.543	10.4253
O	0.0216	2.6268	18.5366
O	2.7931	9.638	15.5691
O	10.7688	4.8266	20.0938
O	7.6945	2.4399	10.1118
O	10.8981	5.2573	10.7685
O	6.5749	6.8287	12.876
O	10.4935	7.9561	11.0261
O	8.4386	6.2807	11.0226
O	5.2713	10.4873	20.0822
O	2.153	3.7328	11.4331
O	7.8941	8.6149	19.8096
O	6.1465	6.7832	20.6117
O	5.4468	2.6845	15.5425
O	1.2652	0.9239	20.7034
O	6.0307	9.1175	11.6238
O	4.4402	4.9471	16.1161
O	6.4882	4.0093	17.6749
O	10.6558	10.4245	12.0756
O	5.3445	0.6006	13.9425
O	7.8289	5.3078	15.9401
O	9.8482	9.7364	15.5149
O	-0.6413	4.6059	15.3182
O	1.4917	6.8412	20.7991
O	1.3869	0.5137	17.2714
O	6.5485	1.7607	20.8079
O	1.1151	1.678	12.8513
O	3.079	5.5075	18.3176
O	9.7495	1.8309	11.5306
O	1.0992	2.8853	16.1709
O	8.5724	5.2491	13.4274
O	11.2051	8.3283	13.5767
O	1.4012	9.4001	21.7161
O	10.0453	9.9384	20.6188
O	3.301	0.2146	10.7436
O	5.1482	2.3965	10.8462
O	1.503	4.1405	13.8748
O	7.997	10.8209	10.8728
O	9.0509	4.4748	18.1621
O	5.4624	9.4972	15.8193
O	5.6666	0.045	9.6887
O	3.5503	2.4956	13.4994
O	1.7772	5.5311	16.0589
O	9.7155	1.0243	14.029
O	4.3866	6.9996	11.478
O	4.6084	4.6046	20.2501
O	9.8721	1.2355	16.6393
O	6.6754	4.4082	11.6599
O	5.5089	8.4039	18.5968
O	8.9927	2.7622	20.23
O	3.4436	1.1612	15.8345
O	4.142	3.1043	17.9959
O	9.8372	7.2218	20.8932
O	3.4463	8.6381	9.5918
O	3.7239	7.3774	16.2943
O	7.6027	0.3315	15.5881
O	9.5683	7.1108	15.2413
O	3.8871	1.4866	21.133
O	1.8993	9.1128	11.5771
O	2.2767	6.1919	10.2027
O	7.3251	6.5151	18.2365
O	7.1139	4.3686	21.0632
O	4.4691	8.2734	13.7651
O	3.2569	8.6606	19.9626
O	2.3792	3.2787	19.9173
O	3.674	10.3412	17.9656

Results
free energy: -139051.668 eV
free energy less fixed offsets of As -4856.12, O -568.88, Si -635.61 eV per atom: 4.762 eV

Forces (eV/angstrom), in the order of the atoms: element, x, y, z
Si	0	0.0003	0.0002
Si	0.0003	-0.0002	0.0004
Si	0.0002	0.0001	0.0004
Si	-0.0005	-0.0004	0.0006
Si	0.0002	0	-0.0003
Si	-0.0003	-0.0001	0.0001
Si	0.0003	-0.0003	0.0005
Si	0.0001	0.0005	0.0001
Si	0.0007	-0.0006	-0.0006
Si	-0.0002	0.0005	-0.0011
Si	0.0001	-0.0005	0
Si	-0.0004	0.0006	-0.0009
Si	-0.0002	0.0005	-0.0004
Si	0.0002	-0.0004	0.0002
Si	0.0001	0.0007	-0.0002
Si	0.001	-0.0006	-0.0005
Si	-0.0003	-0.0003	0.0007
Si	-0.0001	-0.0001	0.0018
Si	0.0003	-0.0007	0.0017
Si	0	0	0.0005
Si	0.0002	-0.0006	0.001
Si	-0.0004	0	0.0008
Si	-0.0002	-0.0002	0.0004
Si	0.0002	-0.0002	0.0007
Si	0.0001	-0.0006	-0.0013
Si	0.0002	-0.0004	0.0011
Si	-0.0001	0.0002	0.0006
Si	-0.0001	0.0008	-0.0014
Si	0.0004	-0.0005	-0.0004
Si	0.0002	-0.0002	-0.0017
Si	0.0002	0.0002	-0.0015
Si	0	-0.0013	0.0006
Si	-0.0005	0.0011	0.0005
Si	0.0002	-0.0003	0.0002
Si	-0.0004	0.0005	0.0008
Si	0.0009	-0.0013	0.0003
Si	0.001	-0.0006	0.0003
Si	-0.0004	0.0006	0.0005
Si	0.0007	-0.0002	0.0006
Si	-0.0009	0.0009	0.0006
Si	0.1407	-0.0806	0.0994
Si	-0.1657	0.1524	-0.0494
Si	0.1277	-0.0836	0.0016
Si	-0.1863	0.1563	-0.0272
Si	-0.0154	0.2172	-0.0838
Si	0.0881	-0.1504	0.0397
Si	-0.1641	0.0608	-0.0437
Si	0.1319	-0.0851	0.0498
Si	0.0688	-0.1523	0.0364
Si	-0.1361	0.0546	-0.0511
Si	-0.1497	0.1158	-0.0629
Si	0.1008	-0.1303	0.0626
Si	-0.1298	0.1091	-0.047
Si	0.1186	-0.1971	0.0803
Si	0.193	-0.1038	0.0818
Si	-0.0307	0.1503	-0.0879
Si	0	0.0002	0.0002
Si	0.0009	-0.0028	-0.0004
Si	0.0009	-0.0013	-0.0004
Si	-0.0014	0.0004	-0.0003
Si	0.002	-0.0015	-0.0005
Si	-0.0005	0.0007	0.0004
Si	-0.0004	0.0006	-0.0005
Si	0.0007	-0.0008	-0.0005
Si	-0.0022	0.0027	-0.0013
Si	-0.0003	-0.0003	0.0008
Si	-0.0007	0	-0.0019
Si	0.0006	-0.001	0.0018
Si	-0.0003	0	0.0013
Si	-0.0019	0.0013	-0.0015
Si	0.0006	-0.0007	0.0015
Si	0	0.0002	0
Si	-0.0003	-0.0011	-0.0025
Si	-0.0005	-0.0011	-0.0005
Si	0.0012	-0.0001	-0.0013
Si	0.0007	0.0008	-0.0009
Si	-0.0017	-0.0001	-0.0006
Si	0.0003	0.0003	-0.0012
Si	0.0014	0.0008	0.0004
Si	-0.001	-0.0006	0.0001
Si	0.0003	0.0003	0.0008
Si	0.0004	0.0006	-0.0007
Si	-0.0018	-0.0002	0.0008
Si	-0.0008	0.0007	0.0021
Si	0.0001	0.0014	0.001
Si	-0.0009	-0.0007	0.0012
Si	0.0013	0.0002	0.0012
Si	-0.0005	0	-0.0001
Si	0.0022	-0.0032	-0.0074
Si	0.0017	-0.0001	0.0024
Si	-0.0014	0.0004	0.0016
Si	0.0009	0.0002	0.0006
Si	0.001	0	0.0012
Si	0.0012	-0.0023	0.0017
Si	-0.0009	-0.001	0
Si	-0.0023	-0.0005	0.0028
O	0.0009	-0.0006	-0.0017
O	0.0004	-0.0015	-0.0018
O	-0.0008	0.0004	-0.0025
O	-0.0009	0.0003	-0.0015
O	-0.0024	0.0038	-0.0055
O	-0.0067	0.0077	-0.0063
O	0.0024	-0.0045	-0.0073
O	0.0031	-0.0022	-0.0055
O	0.0002	-0.0002	0.0003
O	-0.0002	-0.0004	0.0005
O	0.0004	-0.001	0.0011
O	0.0003	-0.0003	0.0003
O	-0.0001	-0.0001	0.0003
O	-0.0003	-0.0003	-0.0002
O	0	-0.0003	0.0004
O	-0.0001	-0.0001	0.0003
Si	-0.0005	-0.0013	0.0012
Si	0.002	-0.0075	0.0017
Si	-0.0021	-0.0006	0.0004
Si	0.0018	0.001	0.0028
Si	0.0008	0.0001	-0.0001
Si	-0.0008	0.0009	0.0022
Si	-0.0007	-0.006	-0.002
Si	-0.0005	-0.0007	-0.0015
Si	-0.0011	-0.0042	0.0034
Si	0.0006	-0.0001	-0.0004
As	0.0007	-0.0008	0.005
Si	0.0003	0.001	0.0029
Si	0.0005	-0.0009	-0.0014
Si	0.0002	-0.0003	0.0001
As	0.0023	-0.0002	0.0036
Si	0.0007	-0.0003	-0.0003
Si	-0.0007	0.0006	0.0016
Si	0.0002	-0.0004	-0.0001
Si	0.0001	0.001	-0.0004
Si	0	0.0028	0.0003
Si	-0.0011	0.0065	0.0054
Si	-0.0003	-0.0002	-0.0005
Si	-0.0002	-0.0009	-0.0013
Si	-0.0009	0.0005	0.0007
Si	-0.0005	-0.0018	-0.0016
Si	-0.0001	-0.0001	-0.0011
Si	0.0009	-0.0001	0.001
Si	-0.0001	-0.0001	-0.0013
Si	0.0038	-0.0012	0.0072
Si	0.0007	-0.0043	0.0114
Si	-0.0021	-0.0034	0.0056
Si	-0.0008	0	-0.0009
Si	0.002	-0.0011	-0.0006
Si	0.0003	0	0.0002
Si	-0.0062	-0.0002	0.0012
Si	0	0.0008	-0.0002
Si	-0.0002	0.0033	0.001
O	-0.0007	0.001	0.0018
O	-0.0004	0	0.0005
O	0.0004	0.0002	0.0004
O	-0.001	-0.001	-0.0065
O	0.0008	-0.002	0
O	0	-0.0013	0.0022
O	-0.0001	-0.0009	-0.0001
O	0.0019	0.0006	-0.0028
O	0.001	0.0005	0
O	-0.0002	0.0007	-0.0018
O	0.0011	0.0001	0.0009
O	-0.0002	-0.0009	0.0006
O	-0.0002	-0.0019	-0.0014
O	0.0002	-0.0002	0.0002
O	-0.0004	0.0008	0.002
O	-0.0011	0	-0.0007
O	0.0014	0.0007	0.0006
O	-0.0003	0.0038	0.0003
O	-0.0004	-0.0008	0.0002
O	0.005	0.0011	-0.0015
O	-0.0005	-0.0031	-0.0035
O	-0.0006	0.0007	0.001
O	-0.0002	-0.0003	-0.0001
O	0.0006	0.0002	0.0002
O	0.0003	0.0004	-0.0003
O	0.0011	0.0011	0.0005
O	0.0003	-0.0006	0.0007
O	0.003	0.0035	0.0055
O	0.0006	-0.001	0.0004
O	-0.0003	-0.0025	-0.0023
O	-0.0033	0.0029	-0.0013
O	-0.0001	-0.0001	0.0001
O	0.0003	0	0.0001
O	-0.0013	-0.0013	0.0031
O	-0.0005	0.0027	0.0035
O	0.001	-0.0011	-0.0022
O	0.0016	-0.0011	0.0012
O	0.0003	-0.0005	0.0006
O	0.0008	0.0015	-0.0004
O	0	-0.0006	-0.0072
O	-0.0004	0.0003	-0.0003
O	0.0009	0.0012	0.0021
O	0.0025	0.0013	-0.0043
O	-0.0017	-0.003	0
O	0.0009	-0.0001	0.0008
O	0.0006	0.0014	0.0015
O	-0.0006	0.0021	0.0051
O	0	-0.0003	0.0003
O	-0.0001	0.0002	0
O	-0.001	0	0.0015
O	-0.0002	-0.0002	0.0006
O	0.0002	-0.0003	0.0001
O	0.0017	-0.0016	-0.0016
O	0	-0.0004	0.0008
O	-0.0011	0.0008	-0.0007
O	-0.001	-0.004	-0.0023
O	-0.002	0.0009	-0.0002
O	0.0012	-0.0005	0.0001
O	-0.0026	-0.0023	-0.0009
O	-0.0001	-0.0011	0.0004
O	0.0001	-0.0005	0.0001
O	-0.0002	-0.0006	-0.0014
O	-0.001	-0.0011	0.0011
O	-0.0006	-0.0007	0.0005
O	-0.0002	-0.0001	0.0003

The program warned: the cutoff lies below the one the program advises for these potential files; the forces do not sum to zero within the program's tolerance; the exchange-correlation potential is rough where the density is thin.
